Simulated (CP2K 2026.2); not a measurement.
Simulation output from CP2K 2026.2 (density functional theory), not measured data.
Periodic cell of 510 atoms, Si360O150, from a study of silicon, its oxide and their interface. The atomic structure is a simulated model.
Doubt: the forces sum to 2.00 eV/angstrom along one axis rather than to zero, so they err by at least 0.0039 eV/angstrom per atom on average; the grid cutoff is modest.

Settings: functional PBE; method Gaussian and plane waves; basis set DZVP-MOLOPT-SR-GTH; pseudopotentials GTH-PBE; grid cutoff 350 Ry, relative cutoff 50 Ry; k points Gamma only; occupations fixed; spin none; net charge 0.

Cell vectors (angstrom)
a	16.32	0	0
b	0	16.32	0
c	2.515	5.3817	34.3652

Atoms and the computed forces on them: element, x, y, z (angstrom), force x, y, z (eV/angstrom)
Si	2.467	20.468	31.965	0.156	-0.045	0.125
Si	5.521	7.756	32.527	-0.178	-0.056	0.661
Si	9.753	15.696	27.963	0.134	0	-0.065
Si	18.05	14.842	25.489	0.064	0.033	-0.055
Si	15.741	10.277	0.203	0.012	-0.043	0.093
Si	4.82	18.663	32.705	0.189	0.344	0.395
Si	8.34	19.822	30.219	0.01	-0.023	0.136
Si	15.397	8.31	28.772	0.12	0.113	0.038
Si	13.154	10.344	29.026	-0.09	-0.022	0.06
Si	7.649	7.709	0.021	0.008	-0.044	-0.009
Si	7.196	16.726	32.476	0.262	0.22	0.5
Si	7.801	5.588	32.359	-0.029	-0.251	0.66
Si	9.851	7.744	31.814	-0.01	-0.016	0.075
Si	16.84	8.691	31.498	0.099	-0.171	0.194
Si	10.96	13.471	32.195	-0.245	-0.13	0.65
Si	17.583	17.697	28.376	-0.104	-0.054	-0.048
Si	10.367	6.788	26.696	-0.008	-0.018	0.027
Si	16.034	18.946	32.465	-0.022	-0.118	0.592
Si	0.476	0.424	0.231	0.191	0.155	0.528
Si	2.202	2.126	0.287	-0.065	-0.004	0.003
Si	0.538	5.924	0.106	0.02	0.097	0.578
Si	2.28	7.563	0.224	-0.206	0.026	0.585
Si	2.879	16.207	32.551	-0.239	-0.12	0.56
Si	3.172	14.156	0.29	0.009	0.038	0.027
Si	4.918	15.819	0.183	-0.021	-0.034	0.031
Si	8.75	3.208	0.082	0.101	0.24	0.7
Si	5.912	5.987	0.108	0.218	0.121	0.578
Si	9.851	13.094	29.418	0.097	0.058	0.046
Si	5.936	11.556	0.06	0.054	0.04	-0.004
Si	10.216	18.628	34.311	-0.029	-0.019	-0.077
Si	11.446	0.556	0.103	0.247	0.101	0.643
Si	13.245	2.248	0.007	-0.209	-0.125	0.543
Si	10.478	4.94	0.133	-0.307	-0.113	0.602
Si	14.012	8.639	0.106	-0.007	-0.018	-0.024
Si	11.3	11.389	0.056	0.12	0.126	0.509
Si	13.059	13.058	0.268	-0.042	-0.044	0.041
Si	14.966	1.363	1.376	-0.058	0.019	-0.005
Si	1.349	4.057	1.341	0.024	-0.007	0.017
Si	15.025	6.85	1.313	-0.004	-0.005	-0.037
Si	1.295	9.407	1.371	0.056	-0.007	-0.067
Si	14.869	12.108	1.415	0.011	0	-0.042
Si	1.417	15.041	1.539	-0.04	0.017	-0.015
Si	4.001	1.242	1.491	-0.004	-0.021	-0.018
Si	6.889	4.141	1.265	0.019	-0.041	-0.09
Si	4.119	6.785	1.44	0.059	-0.004	0.019
Si	6.766	9.59	1.211	-0.019	0.01	-0.013
Si	4.183	12.368	1.446	0.014	0.009	-0.029
Si	6.743	14.9	1.347	0.019	0.001	-0.045
Si	9.648	1.441	1.368	-0.019	-0.011	-0.08
Si	12.25	3.98	1.34	0.022	-0.004	-0.044
Si	9.437	6.744	1.292	-0.011	-0.005	-0.076
Si	12.244	9.606	1.329	0.016	0.038	-0.014
Si	9.469	12.292	1.263	-0.008	0.024	0.016
Si	12.221	14.981	1.353	0.004	0.043	-0.006
Si	13.661	16.249	2.737	-0.019	0.026	-0.046
Si	16.243	2.803	2.749	0.052	-0.056	-0.048
Si	13.609	5.446	2.604	0.016	0.001	-0.023
Si	16.326	8.107	2.837	0.003	-0.003	-0.063
Si	13.538	10.854	2.866	0.016	0.005	-0.086
Si	16.301	13.547	2.663	-0.009	0.02	0.013
Si	2.712	16.326	2.992	0.007	0.017	-0.051
Si	5.474	2.724	2.6	0.003	0.075	-0.005
Si	2.795	5.328	2.743	-0.044	0.038	-0.029
Si	5.399	8.294	2.701	0.048	-0.007	-0.06
Si	2.716	10.886	2.604	-0.006	-0.024	0.006
Si	5.494	13.627	2.895	-0.02	0.024	-0.065
Si	8.172	16.342	2.593	0.02	0.002	-0.016
Si	10.948	2.71	2.837	-0.018	0.016	0.005
Si	8.159	5.442	2.777	0.015	-0.014	-0.028
Si	10.853	8.153	2.58	0	0.006	-0.01
Si	8.204	10.833	2.643	-0.016	0.024	-0.051
Si	10.766	13.692	2.695	0.019	-0.039	-0.058
Si	14.989	14.9	4.092	0.013	0.006	0.029
Si	1.294	1.435	4.152	0.002	0.022	-0.004
Si	14.907	4.137	4.094	-0.017	0.008	0.029
Si	1.409	6.723	4.095	-0.003	-0.008	0.022
Si	14.943	9.484	4.156	0.011	-0.006	-0.008
Si	1.362	12.212	4.023	0.021	0.01	0.025
Si	4.108	14.951	4.241	-0.004	-0.005	0.004
Si	6.819	1.371	3.99	-0.008	-0.009	0.035
Si	4.146	4.015	4.089	-0.013	-0.031	0.035
Si	6.774	6.865	4.047	0.006	-0.011	-0.039
Si	4.039	9.582	4.073	-0.023	0.002	0.037
Si	6.866	12.187	4.097	0.006	-0.023	-0.036
Si	9.455	15.012	4.079	-0.026	0	0.029
Si	12.296	1.302	4.116	-0.011	0.007	0.001
Si	9.539	4.089	4.122	0.003	0	0.014
Si	12.227	6.803	3.969	0.014	-0.008	0.025
Si	9.539	9.493	4.024	0.025	-0.003	0.022
Si	12.154	12.299	4.075	0.002	0.006	-0.001
Si	16.299	16.312	5.461	0.004	0.001	-0.001
Si	2.73	2.731	5.473	0.004	0.009	0.019
Si	16.32	5.431	5.458	0.017	-0.009	0.014
Si	2.728	8.156	5.425	-0.01	-0.003	-0.006
Si	16.329	10.876	5.438	0.032	0.023	-0.003
Si	2.698	13.553	5.466	-0.032	-0.026	-0.007
Si	5.489	16.368	5.464	0.014	0.032	-0.008
Si	8.156	2.71	5.42	-0.006	-0.022	-0.009
Si	5.451	5.461	5.416	0.008	0.002	-0.006
Si	8.166	8.171	5.417	0.025	0	0.015
Si	5.443	10.885	5.443	-0.018	-0.01	0.018
Si	8.167	13.599	5.449	-0.002	0.004	0.01
Si	10.87	16.313	5.447	0.01	0.009	0.009
Si	13.603	2.722	5.455	-0.01	-0.007	0.017
Si	10.904	5.47	5.422	0.011	0.022	0.003
Si	13.561	8.116	5.436	-0.018	-0.04	-0.009
Si	10.852	10.879	5.419	-0.014	0.011	-0.002
Si	13.573	13.595	5.442	-0.009	0.012	0.019
Si	14.945	17.682	12.253	-0.009	0.013	0.005
Si	1.364	4.06	12.246	0.022	-0.011	-0.007
Si	14.98	6.786	12.244	0.003	-0.009	-0.007
Si	1.35	9.517	12.246	-0.011	0.014	-0.001
Si	14.957	12.236	12.244	-0.002	0.02	-0.002
Si	1.36	14.946	12.231	-0.002	-0.005	0.005
Si	4.066	17.686	12.243	-0.006	0.021	-0.01
Si	6.793	4.064	12.221	-0.007	-0.01	0
Si	4.064	6.796	12.229	-0.009	0	0.003
Si	6.814	9.539	12.216	0.015	-0.008	-0.008
Si	4.085	12.25	12.255	0.011	-0.019	0.012
Si	6.78	14.984	12.237	-0.004	0.015	-0.002
Si	9.511	17.675	12.241	0.007	-0.021	-0.001
Si	12.248	4.086	12.264	-0.008	0.016	0.01
Si	9.543	6.813	12.232	-0.001	0.015	-0.003
Si	12.258	9.509	12.22	0.004	-0.02	-0.009
Si	9.513	12.266	12.22	-0.014	0.008	-0.004
Si	12.245	14.954	12.248	0.017	-0.012	-0.003
Si	13.596	16.315	13.619	0	-0.021	-0.012
Si	16.321	2.705	13.615	-0.005	0.015	-0.001
Si	13.638	5.435	13.625	0.019	-0.01	0.007
Si	16.342	8.129	13.62	0.01	-0.005	-0.009
Si	13.608	10.855	13.594	0.008	0.004	-0.013
Si	16.314	13.606	13.598	-0.013	-0.017	-0.007
Si	2.712	16.306	13.593	0.008	0.007	-0.006
Si	5.426	2.725	13.604	0.002	-0.01	-0.003
Si	2.727	5.416	13.606	0.004	0.001	-0.014
Si	5.429	8.186	13.541	-0.008	-0.007	-0.018
Si	2.706	10.888	13.595	0.002	-0.008	0.005
Si	5.432	13.639	13.621	-0.006	0.02	0.01
Si	8.127	16.341	13.609	-0.005	0.018	0.002
Si	10.875	2.705	13.599	-0.006	0.003	-0.003
Si	8.166	5.432	13.543	-0.005	-0.023	-0.016
Si	10.92	8.163	13.601	-0.003	0.005	-0.01
Si	8.167	10.909	13.581	-0.011	-0.013	-0.013
Si	10.863	13.611	13.599	0.008	0.004	-0.005
Si	14.982	14.975	14.977	0.013	0.047	-0.001
Si	1.335	17.626	14.96	-0.028	-0.052	0.014
Si	14.993	4.066	15.003	0.007	0.005	0.011
Si	1.379	6.75	14.99	0	-0.006	-0.004
Si	14.983	9.499	14.96	0	0.008	0.002
Si	1.362	12.268	14.957	-0.008	0.006	-0.008
Si	4.071	15.005	15.006	0.02	-0.015	0
Si	6.762	17.696	14.99	-0.008	-0.004	-0.012
Si	4.092	4.083	14.987	0.027	0.003	0.009
Si	6.793	6.808	14.844	-0.002	0.022	-0.023
Si	4.064	9.508	14.928	0.017	0.009	0.009
Si	6.801	12.261	14.951	0.039	-0.002	-0.007
Si	9.489	14.981	14.953	0.009	0.007	-0.001
Si	12.212	17.655	14.979	-0.03	0.009	0.009
Si	9.493	4.071	14.924	-0.001	0.016	-0.01
Si	12.286	6.805	14.977	-0.002	0.034	-0.015
Si	9.571	9.574	14.916	0.005	0.013	-0.01
Si	12.224	12.216	14.922	-0.035	-0.013	0.006
Si	16.332	16.297	16.422	0.006	0.008	0.002
Si	2.723	2.643	16.271	0.034	0.01	0.007
Si	16.36	5.405	16.407	-0.001	0.007	-0.017
Si	2.8	8.076	16.316	-0.017	-0.027	-0.035
Si	16.369	10.855	16.289	-0.008	0.007	-0.018
Si	2.665	13.668	16.343	-0.017	0.024	-0.025
Si	5.453	16.328	16.408	-0.007	0.014	0.011
Si	8.072	2.805	16.323	-0.011	-0.01	-0.011
Si	5.49	5.504	16.287	-0.014	-0.02	-0.039
Si	8.159	8.186	16.13	0.006	-0.013	-0.009
Si	5.358	10.945	16.257	0.005	0.003	0.001
Si	8.2	13.583	16.327	-0.014	-0.019	0
Si	10.762	16.373	16.354	-0.033	0	-0.013
Si	13.631	2.654	16.311	0.01	-0.029	-0.026
Si	10.907	5.386	16.243	0.012	0.008	0.01
Si	13.635	8.182	16.371	0.007	-0.002	-0.001
Si	10.906	10.895	16.365	-0.022	-0.024	-0.025
Si	13.567	13.598	16.228	-0.025	-0.024	0.004
Si	14.943	17.647	17.77	-0.01	0.003	-0.006
Si	1.43	3.962	17.698	0.005	0.025	-0.028
Si	14.979	6.801	17.745	0.084	-0.032	-0.01
Si	1.466	9.467	17.601	-0.039	0.021	0.065
Si	14.966	12.255	17.542	0.03	0.015	0.056
Si	1.402	14.993	17.857	0.01	0.033	0.031
Si	4.093	17.744	17.754	0.012	0.053	-0.021
Si	6.794	4.211	17.738	-0.024	-0.031	-0.003
Si	4.172	6.771	17.759	-0.054	-0.004	0.039
Si	6.78	9.54	17.435	0.002	-0.034	0.044
Si	3.996	12.306	17.668	0.037	-0.019	0.027
Si	6.82	14.883	17.698	-0.048	0.041	0.03
Si	9.341	17.779	17.717	0.045	0.007	0.005
Si	12.229	3.973	17.611	-0.012	0.021	0.004
Si	9.533	6.837	17.442	-0.048	0.026	0.04
Si	12.285	9.562	17.751	0.031	0.013	-0.011
Si	9.564	12.266	17.753	0.033	0.021	0.018
Si	12.152	14.92	17.564	-0.008	-0.018	0.008
Si	13.47	16.21	18.971	-0.022	0.053	0.061
Si	16.378	18.975	19.136	-0.007	-0.005	0.063
Si	13.555	5.361	18.959	0.02	0.032	0.02
Si	16.424	8.186	19.023	-0.358	0.246	-0.306
Si	13.68	10.992	19.045	-0.022	-0.04	0.041
Si	16.25	13.534	19.034	-0.006	0.018	0.02
Si	2.836	16.401	19.238	-0.02	-0.013	0.033
Si	5.034	3.231	18.994	-0.035	0.02	0.025
Si	3.233	4.891	18.922	0.267	-0.14	-0.539
Si	5.581	8.257	18.98	0.014	0.002	0.033
Si	2.75	10.843	19.036	0.017	-0.008	-0.012
Si	5.402	13.577	19.073	0.005	-0.011	-0.022
Si	8.042	16.322	19.086	-0.068	0.017	-0.003
Si	10.813	19.044	19.06	0.032	-0.019	0.009
Si	10.036	4.67	20.203	0.13	0.069	-0.566
Si	10.851	8.101	18.895	0.005	-0.026	0.034
Si	8.071	10.848	18.86	-0.007	0.006	0.046
Si	10.94	13.637	19.148	-0.015	-0.039	0.011
Si	14.464	14.487	20.264	0.023	0.016	-0.012
Si	17.595	17.553	20.639	0.086	0.053	-0.741
Si	14.84	3.975	20.331	0.166	0.072	-0.617
Si	2.046	6.562	21.062	-0.067	0.016	-0.1
Si	15.468	9.988	20.205	0.151	0.151	-0.533
Si	17.177	11.675	20.164	-0.071	0.018	0.054
Si	4.555	15.299	20.473	0.19	0.094	-0.556
Si	9.854	15.413	20.281	0.215	0.143	-0.442
Si	6.502	16.611	20.934	0.077	-0.043	-0.029
Si	7.412	7.442	20.248	0.051	0.058	-0.05
Si	4.681	10.059	20.205	0.037	0.097	-0.573
Si	6.367	11.764	20.214	0.028	-0.016	0.08
Si	12.414	12.205	22.665	0.248	0.026	-0.622
Si	11.614	17.099	20.183	-0.155	-0.134	-0.652
Si	8.259	5.621	18.973	0.021	-0.028	0.08
Si	11.781	6.318	20.129	-0.066	-0.006	0.039
Si	9.107	9.146	20.056	-0.251	-0.249	-0.49
Si	12.792	12.756	20.397	0.028	0.05	0.025
Si	13.116	13.914	25.09	-0.021	-0.027	-0.048
Si	13.546	20.86	31.781	-0.017	-0.091	0.117
Si	13.071	5.369	26.474	0.008	0.208	0.04
Si	12.895	15.705	28.615	-0.137	0.006	0.12
Si	9.658	10.714	22.785	-0.041	-0.148	-0.185
Si	3.289	14.208	23.216	0.018	0.039	-0.053
Si	17.879	19.056	23.398	0.06	-0.042	-0.173
Si	4.186	8.269	22.533	0.044	0.135	-0.142
Si	15.428	15.7	22.014	-0.32	-0.397	-0.46
Si	7.018	7.017	22.521	0.192	0.226	-0.699
Si	16.282	5.325	22.809	-0.042	0.008	-0.154
Si	13.886	9.528	22.799	0.007	0.063	-0.106
Si	10.904	18.998	32.008	-0.228	0.056	0.763
Si	8.4	16.568	25.407	-0.113	-0.051	-0.02
Si	14.118	7	24.298	-0.102	0.078	-0.089
Si	8.284	4.732	27.353	-0.041	-0.146	-0.029
Si	16.136	13.655	32.178	0.032	0.159	0.704
Si	13.44	18.122	22.159	-0.027	-0.152	-0.149
Si	3.414	7.873	30.331	-0.093	0.14	-0.031
Si	5.305	4.32	26.466	-0.065	-0.099	-0.016
Si	17.544	20.59	29.269	0.053	0.047	-0.002
Si	3.406	10.536	29.074	0.063	-0.08	-0.021
Si	14.641	5.294	29.058	0.064	0.002	0.12
Si	16.475	17.422	25.671	0.066	0.089	0.032
Si	12.594	12.956	27.829	-0.033	0.061	-0.106
Si	16.672	16.451	30.846	0.085	-0.143	0.122
Si	10.488	8.755	29.012	-0.02	0.101	0.06
Si	5.841	14.632	29.128	0.024	0.077	-0.02
Si	12.403	19.319	24.8	-0.158	-0.125	0
Si	4.837	12.057	24.661	-0.047	-0.051	-0.132
Si	8.157	4.154	22.421	0.237	0.116	-0.179
Si	17.987	8.867	27.017	0.071	-0.086	0.065
Si	6.937	12.258	22.449	-0.161	-0.193	-0.643
Si	9.58	8.066	23.898	-0.055	0.001	-0.081
Si	11.998	7.285	22.212	-0.001	-0.305	-0.509
Si	7.82	16.991	29.639	-0.029	-0.069	0.08
Si	13.518	16.899	26.04	0.039	-0.147	0.073
Si	13.605	11.712	31.806	0.06	-0.033	0.117
Si	5.307	14.398	32.088	-0.066	0.029	0.085
Si	2.547	9.907	24.335	0.004	0.097	-0.069
Si	7.497	9.926	31.92	0.057	0.02	0.045
Si	5.542	17.695	26.044	-0.031	0.109	0.03
Si	5.942	18.898	21.111	-0.16	-0.482	-0.548
Si	15.923	13.504	24.217	-0.009	-0.037	-0.14
Si	17.529	11.896	22.423	-0.121	-0.077	-0.602
Si	12.386	16.26	31.65	0.264	0.091	0.15
Si	9.414	19.32	24.963	-0.004	0.086	-0.036
Si	4.585	19.422	23.899	0.05	-0.038	-0.054
Si	7.793	15.312	22.517	-0.223	0.37	-0.449
Si	3.603	15.768	27.537	-0.086	0.023	0.032
Si	8.036	10.596	29.002	0.027	-0.097	0.088
Si	2.978	6.163	27.752	0.053	0.048	-0.004
Si	18.139	11.39	31.626	0.121	0.013	0.113
Si	5.814	11.977	27.651	-0.062	-0.003	0.045
Si	14.95	1.358	6.821	0.002	0.002	0.002
Si	1.363	4.086	6.822	0.002	0.006	0.009
Si	14.948	6.789	6.802	-0.005	0.004	0.005
Si	1.365	9.509	6.793	-0.01	-0.016	0.01
Si	14.953	12.236	6.791	-0.002	-0.005	0.008
Si	1.35	14.948	6.805	0.019	0.005	0.011
Si	4.09	1.368	6.819	0.006	0.001	0.014
Si	6.808	4.091	6.779	0.009	0.002	0.001
Si	4.089	6.805	6.793	-0.009	0.003	0.005
Si	6.801	9.516	6.793	-0.013	0.006	0.007
Si	4.08	12.225	6.818	0.003	0.002	0.014
Si	6.815	14.968	6.806	-0.011	-0.021	0.013
Si	9.517	1.366	6.797	-0.004	-0.002	0.006
Si	12.237	4.088	6.797	-0.002	-0.012	0.003
Si	9.529	6.815	6.784	-0.001	0	0.01
Si	12.223	9.516	6.778	0.016	0.015	0
Si	9.52	12.238	6.805	0.002	0.002	0.001
Si	12.229	14.958	6.812	-0.001	-0.004	0.009
Si	13.582	16.325	8.176	-0.016	0.019	-0.001
Si	16.326	2.71	8.171	0.023	-0.03	0
Si	13.606	5.425	8.166	0.016	-0.009	-0.006
Si	16.311	8.16	8.151	-0.012	0.012	0.001
Si	13.596	10.866	8.145	0.004	-0.021	0.005
Si	16.304	13.598	8.166	-0.008	0.015	-0.006
Si	2.721	16.309	8.158	0.01	-0.028	0.013
Si	5.444	2.744	8.157	-0.018	0.015	-0.004
Si	2.72	5.457	8.162	-0.016	0.015	0.002
Si	5.45	8.157	8.162	0.016	-0.012	0.003
Si	2.722	10.859	8.167	0.017	-0.015	-0.003
Si	5.432	13.616	8.154	-0.021	0.018	0.01
Si	8.173	16.32	8.165	0.018	-0.009	-0.005
Si	10.872	2.731	8.157	-0.009	0.017	0.003
Si	8.174	5.443	8.146	0.008	-0.011	0.003
Si	10.877	8.169	8.159	-0.014	0.013	0.002
Si	8.149	10.888	8.158	-0.008	0.02	0.003
Si	10.882	13.589	8.169	0.015	-0.022	0.005
Si	14.95	14.962	9.529	0.003	-0.004	0.003
Si	1.361	17.667	9.523	-0.004	0.015	0.002
Si	14.964	4.07	9.53	-0.01	0.007	-0.004
Si	1.351	6.805	9.517	0.003	0.002	0
Si	14.958	9.516	9.513	0.006	0.003	-0.007
Si	1.356	12.229	9.515	0.009	-0.014	0.002
Si	4.075	14.961	9.524	0.004	-0.001	0.008
Si	6.799	17.685	9.507	0.004	-0.003	-0.005
Si	4.076	4.09	9.517	0.004	0.003	0.005
Si	6.811	6.796	9.517	0.001	-0.005	0
Si	4.086	9.514	9.529	-0.012	0.001	0.01
Si	6.792	12.257	9.512	-0.007	-0.009	-0.006
Si	9.526	14.961	9.524	0.002	0.004	0.001
Si	12.226	17.69	9.53	-0.004	-0.005	0.005
Si	9.523	4.088	9.524	0.005	-0.006	0
Si	12.247	6.798	9.511	0.006	-0.002	-0.005
Si	9.519	9.531	9.514	0.001	-0.008	0.001
Si	12.246	12.229	9.517	0.003	0.014	-0.007
Si	16.313	16.32	10.891	0.003	-0.009	0.005
Si	2.719	2.718	10.871	0	-0.01	-0.002
Si	16.331	5.428	10.883	0.002	0.001	-0.002
Si	2.708	8.161	10.879	0.004	-0.005	0
Si	16.313	10.875	10.88	-0.018	-0.01	0.006
Si	2.72	13.588	10.875	-0.007	0.007	0.001
Si	5.428	16.337	10.872	-0.011	-0.005	0.004
Si	8.161	2.714	10.869	0	0.012	0
Si	5.438	5.441	10.875	0.002	-0.004	0.006
Si	8.172	8.165	10.872	-0.003	0.002	-0.003
Si	5.44	10.898	10.877	0.015	0.015	-0.002
Si	8.145	13.621	10.875	0.005	-0.005	-0.002
Si	10.88	16.316	10.891	-0.001	0.007	0.007
Si	13.593	2.724	10.891	0.008	-0.01	-0.001
Si	10.896	5.443	10.883	0.001	0.005	-0.001
Si	13.616	8.144	10.874	-0.001	0.007	-0.004
Si	10.881	10.883	10.882	0.005	-0.001	0.007
Si	13.597	13.592	10.883	-0.004	-0.013	0.003
O	18.076	5.133	28.017	-0.27	0.066	-0.469
O	1.785	18.465	21.901	0.117	0.408	0.08
O	13.477	14.205	28.372	0.467	0.02	-0.105
O	8.349	19.696	23.81	-0.154	-0.025	0.035
O	8.104	16.465	31.151	0.5	-0.39	0.081
O	10.987	8.098	32.902	0.361	0.143	-0.309
O	7.901	11.103	32.939	0.056	0.323	-0.401
O	9.276	15.135	21.821	0.17	0.056	0.266
O	13.45	5.656	32.938	-0.183	0.439	-0.451
O	16.301	7.944	32.834	0.125	-0.102	-0.351
O	16.537	8.72	27.708	-0.132	0.133	-0.213
O	17.42	7.28	19.975	0.23	-0.009	-0.119
O	2.643	5.194	20.436	-0.01	-0.449	0.402
O	6.695	16.013	28.994	-0.023	0.125	-0.425
O	13.906	19.122	20.982	-0.201	-0.206	-0.291
O	17.538	6.247	22.396	0.136	0.116	0.696
O	4.541	9.673	21.804	0.22	0.398	0.457
O	15.138	9.617	21.78	0.183	-0.151	0.348
O	9.605	4.51	21.794	0.165	0.155	0.633
O	10.46	7.416	22.704	-0.3	-0.285	-0.285
O	12.048	17.422	21.738	-0.403	0.002	0.491
O	9.637	9.831	21.442	0.351	-0.17	0.15
O	11.594	9.923	29.179	-0.295	0.344	0.333
O	4.021	14.915	21.982	-0.168	0.15	0.317
O	10.89	11.725	22.793	-0.226	0.272	-0.122
O	5.212	13.081	32.997	0.316	-0.598	-0.477
O	15.424	6.157	23.878	0.353	-0.167	0.383
O	4.472	11.562	28.452	-0.274	0.414	-0.012
O	13.495	16.45	32.823	0.235	-0.179	-0.294
O	5.501	7.427	22.925	-0.061	-0.385	0.637
O	13.175	19.01	23.441	0.41	0.245	0.165
O	8.341	11.604	22.884	0.05	0.074	0.255
O	7.321	10.513	30.44	-0.39	0.379	-0.172
O	9.463	17.721	25.062	0.644	-0.262	0.09
O	12.56	13.518	23.621	-0.264	0.489	-0.121
O	17.573	19.47	32.374	0.153	-0.369	0.334
O	14.893	19.999	32.001	0.099	0.042	-0.121
O	14.895	17.465	25.427	-0.193	0.41	-0.353
O	3.618	11.016	24.809	-0.229	0.163	0.581
O	4.076	9.256	29.798	0.319	0.049	0.28
O	13.726	4.816	27.83	-0.129	-0.593	0.029
O	15.812	14.894	23.372	0.248	0.04	0.136
O	6.09	9.265	32.352	-0.24	0.335	0.203
O	4.314	15.016	28.763	-0.32	0.006	0.487
O	5.578	12.122	26.076	0.198	0.168	-0.023
O	7.521	20.722	31.289	-0.338	-0.311	-0.24
O	13.786	6.694	25.854	0.285	0.225	0.434
O	5.89	14.059	30.633	0.38	-0.401	0.022
O	16.056	15.026	31.3	-0.297	-0.053	-0.487
O	5.199	4.288	24.834	0.385	0.69	-0.332
O	15.835	17.651	31.515	-0.591	0.015	-0.07
O	18.296	4.841	30.59	0.148	0.676	-0.162
O	2.47	15.291	24.108	-0.101	0.526	-0.089
O	10.897	7.897	27.726	0.239	0.241	-0.012
O	9.27	6.251	32.089	0.406	-0.314	0.047
O	8.026	7.774	23.555	-0.364	0.119	0.167
O	13.392	11.013	23.215	0.345	0.173	0.254
O	9.141	16.989	28.708	0.431	0.518	-0.246
O	17.455	12.845	31.698	0.274	0.423	-0.169
O	17.939	19.027	29.21	0.496	-0.126	0.306
O	12.641	8.786	22.047	-0.074	0.393	-0.272
O	3.912	19.708	31.812	0.268	0.003	-0.583
O	2.864	11.143	32.84	0.257	-0.048	-0.311
O	11.477	14.991	32.027	-0.334	0.017	0.294
O	2.779	14.656	26.695	0.284	-0.669	0.305
O	2.981	19.551	23.962	-0.148	0.446	0.38
O	3.772	17.469	33.035	-0.039	0.098	0.346
O	15.932	20.678	29.323	-0.225	-0.497	-0.052
O	4.314	13.529	24.257	0.296	0.358	0.161
O	6.308	15.418	32.846	0.097	-0.055	0.175
O	3.841	15.051	31.95	-0.017	-0.408	-0.234
O	7.983	15.8	24.053	-0.262	0.017	0.208
O	3.338	8.579	23.86	0.176	-0.424	0.609
O	10.889	19.815	24.556	0.048	0.607	-0.017
O	7.438	18.558	29.754	-0.466	0.147	-0.395
O	13.706	10.872	30.445	0.269	0.014	-0.158
O	14.632	13.345	25.157	0.115	-0.215	0.549
O	8.988	9.318	28.766	-0.216	-0.198	-0.067
O	18.207	16.582	31.336	0.1	0.058	-0.23
O	7.05	13.869	22.611	-0.325	0.143	-0.036
O	13.658	10.668	33.035	0.229	-0.178	-0.218
O	5.092	18.003	24.512	0.163	-0.331	-0.522
O	6.138	17.929	32.062	0.319	0.255	-0.587
O	1.702	10.507	23.095	-0.292	-0.461	0.089
O	7.232	5.429	22.74	-0.42	-0.121	0.476
O	12.875	6.527	23.357	-0.199	-0.377	0.197
O	16.849	18.217	27.029	-0.107	0.528	0.086
O	17.872	9.484	25.53	-0.63	0.145	-0.199
O	2.617	5.309	33.076	-0.33	0.234	-0.267
O	13.104	15.514	25.304	-0.332	0.188	-0.216
O	2.311	13.067	22.632	0.223	0.002	-0.353
O	18.238	8.104	30.918	0.013	-0.376	0.118
O	2.533	11.309	30.188	0.002	0.323	-0.245
O	8.667	8.822	31.955	-0.046	0.091	0.141
O	6.712	4.881	27.019	-0.04	0.446	0.042
O	2.64	16.941	28.048	0.242	0.306	-0.005
O	12.382	18.008	25.751	-0.482	-0.167	0.364
O	8.964	11.882	28.935	0.06	0.048	-0.193
O	14.799	12.791	31.891	0.005	0.252	-0.297
O	5.043	19.462	22.355	-0.382	0.488	-0.19
O	3.485	6.78	29.155	0.389	-0.294	-0.018
O	16.993	10.267	31.816	-0.413	0.123	0.071
O	8.946	19.966	26.359	0.155	-0.361	0.242
O	14.549	16.993	22.452	0.135	0.201	0.203
O	17.26	17.947	24.38	-0.009	-0.46	0.077
O	12.244	13.217	26.265	-0.564	-0.22	0.021
O	11.493	5.637	26.663	-0.279	-0.48	-0.045
O	7.425	19.575	21.29	0.269	-0.133	-0.033
O	17.232	13.483	25.18	0.106	-0.736	0.202
O	9.161	15.593	26.459	0.074	-0.212	-0.177
O	16.119	12.309	23.146	-0.386	-0.316	-0.09
O	9.722	19.403	30.97	0.151	-0.105	-0.202
O	11.36	15.759	28.067	-0.032	0.16	-0.104
O	12.202	12.483	31.898	-0.168	-0.257	-0.338
O	12.182	19.99	31.846	0.051	0.114	0.091
O	13.335	11.539	27.95	0.521	-0.201	-0.533
O	14.318	8.601	24.063	0.544	0.366	0.401
O	15.773	8.57	30.313	-0.448	0.107	0.238
O	5.865	11.636	23.494	-0.034	-0.365	-0.088
O	13.052	16.083	30.177	0.466	0.204	-0.077
O	15.415	4.97	21.492	0.083	0.464	-0.228
O	7.102	17.275	26.077	0.028	-0.025	0.448
O	16.654	16.682	29.243	-0.274	-0.36	-0.358
O	9.871	13.172	31.03	-0.613	0.043	0.024
O	5.223	19.055	26.902	-0.295	-0.002	0.439
O	16.829	3.952	23.43	-0.114	-0.22	0.567
O	11.401	17.525	31.575	-0.173	-0.165	-0.274
O	4.713	16.439	26.587	0.187	-0.267	-0.228
O	9.785	9.668	24.009	0.08	0.223	0.613
O	2.427	7.428	26.896	-0.079	0.011	-0.497
O	10.125	7.438	25.257	-0.04	0.031	0.017
O	8.954	6.179	27.149	-0.325	0.586	0.093
O	3.304	7.478	21.442	0.107	-0.041	-0.244
O	2.485	9.946	27.893	-0.197	0.308	-0.052
O	16.77	16.295	21.295	0.185	-0.436	0.092
O	13.274	4.183	25.422	0.319	-0.163	-0.126
O	4.319	7.369	31.539	-0.092	-0.283	-0.041
O	13.697	5.291	30.366	-0.347	0.224	-0.116
O	13.707	16.706	27.641	0.351	0.376	0.322
O	16.944	15.909	25.941	-0.265	-0.347	0.372
O	6.903	10.795	27.876	-0.099	-0.348	-0.446
O	10.486	7.824	30.336	0.055	-0.55	-0.171
O	14.029	9.109	28.489	-0.215	-0.146	-0.326
O	9.218	14.435	28.807	-0.381	0.067	-0.131
O	4.15	5.299	27.041	0.027	0.053	0.049
O	6.703	6.736	32.116	-0.213	-0.003	-0.112
O	15.165	6.74	28.634	0.291	0.023	-0.462
O	11.315	12.897	28.796	-0.021	0.019	0.045
O	6.339	13.424	28.176	0.171	0.116	-0.11
O	8.611	20.666	28.881	0.199	0.272	-0.072

Results
total energy: -104287.765 eV
total energy less fixed offsets of O -438.35, Si -107.03 eV per atom: -4.465 eV
